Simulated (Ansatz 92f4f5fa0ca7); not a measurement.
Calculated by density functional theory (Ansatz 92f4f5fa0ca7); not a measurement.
Periodic cell of 153 atoms, Si99O54, from a study of silicon, its oxide and their interface. The atomic structure is a simulated model.

Settings: functional r2SCAN; potential files Ansatz norm-conserving; basis plane waves; wave-function cutoff 1300 eV; density cutoff ratio 4; exchange-correlation grid ratio 1; k mesh 2 x 2 x 1, shifted by 0.5 0.5 0.5 of a step; self-consistency stop 5e-08 eV per atom in the density residual; occupations Fermi-Dirac, 0.05 eV; spin none; net charge 0.

Cell vectors (angstrom)
a 11.54 0 0
b 0 11.54 0
c 0 0 20.2813

Atoms and the computed forces on them: element, x, y, z (angstrom), force x, y, z (eV/angstrom)
Si 0.4164 -0.1557 -0.7168 0.116 -0.2281 2.2519
Si -0.3564 4.1483 -0.0629 0.7011 1.4357 1.5151
Si 0.0193 7.421 -0.0731 0.0232 -3.1126 1.5302
Si 3.8138 0.594 -0.1855 1.5368 0.2953 0.237
Si 3.671 3.725 0.2013 1.5449 2.2938 -0.4004
Si 4.076 6.9358 -0.0318 -0.5297 -1.4747 -2.9473
Si 7.7624 -1.0453 -0.4445 -0.1201 -0.645 -1.6254
Si 7.5237 4.2692 0.1787 -0.0704 2.9992 -2.1445
Si 7.7254 7.5038 0.2358 0.9478 -1.0421 -1.0077
Si 2.1193 0.0031 1.2439 -1.3765 0.7027 -0.9703
Si 1.8482 3.7188 1.4523 -1.8375 -0.3226 0.3185
Si 2.1354 7.7976 1.1041 -0.3071 -0.8894 -0.1407
Si 6.049 -0.144 1.1457 -1.2045 1.439 -1.9953
Si 5.7001 4.0947 1.4365 -0.8677 -1.6711 1.3766
Si 5.7204 7.5324 1.4782 0.5671 0.0532 -1.9169
Si 9.5983 -0.3443 0.8037 1.2722 -0.6652 0.4484
Si 9.2901 3.6265 1.2796 2.2963 -0.4065 1.7753
Si 9.6839 7.4409 1.4549 -0.3657 1.6636 -0.3808
Si 1.8947 1.6895 2.8237 -1.8126 1.3899 -0.6287
Si 2.0017 5.8003 2.6476 0.0668 0.169 -0.4788
Si 2.1194 9.69 2.5833 -0.9361 -0.9531 -0.5261
Si 6.1693 1.8259 2.6424 -2.4629 0.5129 -0.7049
Si 5.7811 5.8989 2.9171 -1.6517 -1.421 0.6977
Si 5.6986 9.5684 2.4253 -0.5203 0.1822 0.9063
Si 9.339 1.5441 2.4734 0.9446 0.951 -0.4548
Si 9.6411 5.6192 2.8858 -0.2271 -0.52 -1.5691
Si 9.6301 9.5166 2.544 0.5461 -0.0095 -0.3971
Si -0.3227 1.8983 4.0141 1.0466 -2.5365 -1.8859
Si 0.1003 5.9644 3.969 -0.4763 -1.5569 1.4041
Si 0.0541 9.4848 3.8841 -0.5787 0.352 1.0021
Si 3.7619 1.7868 4.0808 2.0519 1.3775 -0.4959
Si 3.7691 5.8624 4.2926 0.7406 -2.2016 -3.6109
Si 3.929 9.4864 3.9366 0.1876 0.5796 0.5197
Si 7.7541 1.767 4.232 0.0912 0.0263 -0.2718
Si 7.677 5.9615 4.0239 0.9107 -1.346 1.2585
Si 7.5979 9.7544 3.7278 0.9981 -2.3418 0.3277
Si -0.0972 -0.0944 5.3079 1.4873 0.0544 -0.9852
Si -0.2243 3.7344 5.1986 0.6771 2.9318 1.9537
Si -0.1274 7.6105 5.6636 0.9036 0.9426 -1.2492
Si 4.0017 -0.1242 5.2957 -0.5763 0.133 0.6134
Si 3.7456 3.9718 5.4651 1.3622 -2.559 -2.1955
Si 3.5288 7.6539 5.3299 1.0541 3.3236 2.64
Si 7.8405 -0.3054 5.3348 -1.1942 2.1388 1.7125
Si 7.3775 3.8935 5.2503 0.6967 0.282 1.1442
Si 7.7484 7.7778 5.3953 -1.842 0.8192 -0.6379
Si 1.9673 -0.0107 6.4862 -0.3267 0.3522 1.46
Si 1.9631 3.9779 6.5977 -3.7108 -0.9578 0.8309
Si 1.8901 7.9288 6.9869 -0.7907 -0.4691 -0.7581
Si 5.7968 0.0528 6.7923 1.4074 0.5949 -0.4387
Si 5.4552 3.8858 6.8801 2.1631 0.7613 -0.705
Si 5.6185 7.7989 6.6621 0.1354 0.7025 -0.1221
Si 9.7266 -0.2292 6.734 -1.3926 1.176 0.2464
Si 9.3173 3.7965 6.7211 -0.1779 -0.1809 -1.0508
Si 9.4205 7.5344 6.8832 0.8966 0.369 0.4074
Si 1.7772 2.0479 7.8801 0.523 -1.091 0.99
Si 1.8283 5.801 7.9717 -1.7864 0.107 -0.1837
Si 1.996 9.8697 8.2906 -2.4451 0.4899 -1.1335
Si 6.0043 2.1393 8.2019 -2.5801 -0.7882 -0.1681
Si 5.4795 5.9297 8.0562 -0.9964 -0.5553 -0.0184
Si 5.7412 9.7945 8.1664 -3.3046 -1.2539 -1.4266
Si 9.3494 1.8446 8.0697 -1.1508 0.2243 -1.5008
Si 9.1524 5.5854 8.2254 3.6952 0.0781 -1.4411
Si 9.4818 9.5607 8.0711 0.3927 -1.6506 2.2647
Si -0.3602 2.1581 9.1822 2.7266 -0.8235 2.0875
Si -0.0656 5.4055 9.4124 -1.4345 -0.0614 -0.0616
Si -0.0386 9.5466 9.6275 -0.1273 0.6967 -0.5563
Si 3.8549 2.0778 9.5018 1.2577 -0.0107 0.2456
Si 3.4517 5.8556 9.4276 2.6583 0.7174 2.6237
Si 3.7533 9.9509 9.5947 2.8364 -0.2776 2.4193
Si 7.6595 2.241 9.7469 1.5176 1.0144 -1.2426
Si 7.3365 5.8454 9.3301 -0.7528 -0.2966 2.673
Si 7.4078 9.6862 9.4734 3.9007 -0.2715 0.5241
Si -0.7002 0.2481 10.7251 1.1148 -2.0034 0.0519
Si 0.1573 3.5541 11.1902 1.3094 0.0575 -3.3735
Si 0.0014 7.2743 10.6502 -0.5154 2.3687 -0.4095
Si 4.8224 0.4402 11.1264 -5.1619 0.189 -0.3659
Si 3.4152 3.9967 10.9196 0.5928 -0.4047 -0.9882
Si 3.964 7.8753 10.9699 1.2108 0.8898 1.4674
Si 7.8068 0.1948 10.4536 -0.596 -1.5486 2.2508
Si 8.1084 4.176 11.0769 -1.6094 3.4255 0.0793
Si 7.1359 7.7382 10.7632 -1.556 -0.1328 2.7306
Si 7.4022 0.4578 16.9751 1.0167 -0.014 1.019
Si 0.1889 6.6629 17.0151 -3.9157 -0.2037 2.0042
Si 11.4643 1.4231 17.2709 1.2137 0.8529 1.9557
Si 5.6115 4.1188 13.1367 -0.9869 -1.8422 2.2015
Si 10.2491 4.059 17.0386 -1.2868 1.3229 0.6006
Si 9.2703 6.7949 12.3247 -1.0374 2.7208 0.9425
Si 13.4151 7.3997 13.182 -1.7598 0.1788 -2.5548
Si -0.1386 1.2862 13.2858 -0.7167 1.8162 -0.093
Si 5.1015 5.2512 15.9936 3.3086 -2.5976 -0.6859
Si 9.8119 11.3041 15.3945 1.9222 -1.6017 -2.4282
Si 4.9293 -0.6739 16.0594 0.3695 -1.2371 -1.6892
Si 4.4429 7.9917 17.2266 0.3398 1.1739 0.9003
Si 2.7364 -1.1619 17.7141 -1.8674 -2.3591 0.073
Si -4.1338 3.5753 17.3836 -1.9886 1.4511 1.91
Si 1.9421 2.4035 15.4341 1.5184 -1.269 -0.6011
Si -0.6618 19.9185 14.5653 1.0435 -0.7396 -0.4509
Si 13.6691 5.368 15.6764 2.9657 -2.2317 -3.0572
Si 4.4419 12.8816 13.9609 0.9866 -0.8278 0.388
O 1.2039 -1.1249 -1.8799 -0.5456 1.4552 -0.2991
O -4.4721 -7.9403 -1.2181 1.8122 -1.0194 -1.9817
O -0.7556 4.0223 -1.6829 -0.12 0.3331 0.187
O -0.0238 1.3841 -1.2294 0.2253 -1.1748 -3.842
O -0.0516 5.743 0.5035 -0.1795 -0.4512 -1.471
O 0.0459 6.9266 -1.6245 -0.3078 0.6885 -3.1705
O 4.6773 -3.9233 -1.4604 0.164 -0.655 0.0342
O 7.8644 -0.1867 -1.9021 0.2414 -0.7863 1.3077
O 3.7361 2.2913 -0.5551 0.3208 -2.6804 -0.5986
O 3.5818 -0.4847 -1.4479 2.016 2.1901 2.3903
O 3.7471 5.1891 -0.7072 0.2942 1.3676 1.8138
O 13.0473 1.8288 -3.3817 -1.491 -1.0923 0.0205
O 5.5709 2.4234 -6.6391 1.3864 3.7648 -0.7473
O 8.1157 5.8882 -0.261 -1.839 -0.1114 0.0939
O 12.926 3.9247 -4.8672 1.2665 0.756 -0.0562
O 8.6126 -7.0393 -3.5389 1.8756 -2.0322 1.625
O 7.7431 8.7573 -0.9449 -0.2228 1.6327 1.8749
O 3.5855 1.9688 15.2155 -3.2171 0.8672 -0.8457
O 0.1504 0.189 12.2027 0.3211 -0.5507 -2.1376
O -2.2607 5.2714 11.7823 -0.5186 -2.2432 0.1611
O -0.3498 7.7825 16.0535 -0.8666 1.405 -0.45
O -0.9993 14.0845 16.5201 -0.0832 0.4771 0.5787
O 1.0744 6.7837 11.7709 0.7155 0.8101 1.778
O 3.8731 0.7659 12.5594 0.5407 -0.034 -1.685
O 9.264 0.1693 11.273 -0.5736 -0.0174 -0.6022
O 6.7962 4.3837 12.0991 0.8014 -0.8043 0.2074
O 5.1916 0.0056 14.5262 -0.3713 -1.8703 2.5064
O 5.627 7.9197 11.5167 -2.2947 -0.4534 -2.5867
O 3.2656 7.9684 12.6148 0.3985 -0.1794 -1.8352
O 6.3403 0.1696 11.3975 2.2089 -0.1622 0.4483
O 8.2614 -0.2695 15.7802 -0.3532 0.6862 0.6628
O 10.9803 2.6409 12.3333 0.5904 0.2619 1.3899
O 4.1495 4.1621 12.4032 -0.2427 0.5416 -0.7852
O 7.7287 7.3882 12.3177 1.8072 -0.4663 -1.359
O 10.0326 7.7475 11.242 0.9015 -1.3152 -0.3692
O -0.5165 5.2748 16.3199 0.2355 1.2537 1.4986
O 3.669 4.6941 16.2304 -5.0992 0.4718 -1.4769
O -5.86 5.222 14.4172 -0.4785 -2.3072 -0.6393
O -1.328 9.8161 14.661 -0.6137 1.9855 1.5666
O 10.811 0.0435 16.7178 -0.5872 -0.0202 -1.1575
O 5.8343 0.3305 16.9577 -1.7203 -1.5717 -0.3864
O 10.1242 0.7774 14.1102 -0.6342 -0.1487 2.188
O 13.3878 3.5782 11.0418 -1.971 -0.2852 1.7626
O 2.9554 -2.7828 17.5537 0.6725 -0.2194 -1.0972
O 16.8407 -2.3887 16.4159 -0.6629 3.555 -0.1296
O 12.6109 1.6847 14.2482 0.658 -0.0831 0.4652
O 16.5447 6.7664 16.2708 -1.1247 3.5854 1.8065
O 7.5736 13.5895 16.9152 0.7991 0.7695 -0.0267
O -1.5711 7.3614 13.6994 -0.4081 -1.3735 0.308
O 1.9943 6.1572 14.1541 1.0205 -2.0747 3.1074
O 3.3304 11.0066 16.3455 -0.428 0.0253 -0.0979
O 1.687 17.9812 16.7408 3.1231 -0.7161 0.2124
O 12.3452 8.4556 13.8022 -0.0085 0.2465 0.3857
O 6.0199 4.3628 17.0637 -0.2805 0.5962 -2.4022

Results
free energy: -36708.146 eV
free energy less fixed offsets of O -463.61, Si -117.95 eV per atom: 3.844 eV
pressure: -2.52 GPa
stress xx, yy, zz, yz, xz, xy (GPa, positive in tension): 0.36, 3.35, 3.86, 0.65, -0.95, -0.2

The program warned: the forces do not sum to zero within the program's tolerance.
